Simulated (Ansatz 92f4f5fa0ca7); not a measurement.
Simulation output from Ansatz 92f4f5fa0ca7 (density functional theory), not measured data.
Periodic cell of 220 atoms, Si132O88, from a study of silicon, its oxide and their interface. The atomic structure is a simulated model.
This geometry differs little from another in the collection (a relaxation step or a small displacement).

Settings
functional: r2SCAN
potential files: Ansatz PAW
basis: plane waves
wave-function cutoff: 800 eV
density cutoff ratio: 5
exchange-correlation grid ratio: 1
k mesh: 1 x 1 x 1, shifted by 0.5 0.5 0 of a step
self-consistency stop: 1e-10 eV per atom in the density residual
occupations: fixed
spin: none
net charge: 0

Cell vectors (angstrom)
a, 10.888, 0, 0
b, 0, 10.888, 0
c, 0, 0, 32.0011

Atoms: element, x, y, z (angstrom)
Si, -0.0795, 0.2082, 0.0071
Si, 2.6127, 3.012, 0.1125
Si, 0.3815, 5.1889, 0.126
Si, 2.9566, 7.7405, 0.0517
Si, 5.7873, -0.3552, 0.02
Si, 8.5043, 2.3233, 0.0419
Si, 5.2495, 5.6072, -0.0296
Si, 8.0627, 8.4602, 0.3341
Si, 1.4381, 1.3821, 1.347
Si, 4.1656, 4.1146, 1.44
Si, 1.4639, 6.7106, 1.5146
Si, 4.1262, 9.419, 1.271
Si, 6.8888, 1.2542, 1.3656
Si, 9.6062, 4.0003, 1.3071
Si, 6.8175, 6.7637, 1.3463
Si, 9.6461, 9.6406, 1.5132
Si, 0.0596, 2.7013, 2.7587
Si, 2.7862, -0.0555, 2.6383
Si, 0.0696, 8.1467, 2.7538
Si, 2.807, 5.3952, 2.8812
Si, 5.5292, 2.6724, 2.6879
Si, 8.2246, 0.0229, 2.8582
Si, 5.46, 8.1138, 2.7381
Si, 8.2135, 5.3812, 2.6504
Si, 1.3958, 4.0378, 4.1513
Si, 4.1268, 1.3154, 4.0295
Si, 1.4287, 9.5221, 4.0779
Si, 4.134, 6.8081, 4.1669
Si, 6.8628, 4.0532, 4.0604
Si, 9.5731, 1.3956, 4.1604
Si, 6.8288, 9.4848, 4.096
Si, 9.5485, 6.7644, 4.0469
Si, 0.0417, -0.021, 5.4455
Si, 2.7648, 2.656, 5.4465
Si, 0.0118, 5.432, 5.4515
Si, 2.7512, 8.1737, 5.4825
Si, 5.4658, -0.0247, 5.433
Si, 8.1954, 2.7427, 5.4883
Si, 5.4996, 5.4107, 5.4477
Si, 8.1839, 8.1187, 5.4303
Si, 1.373, 1.3408, 6.8184
Si, 4.1071, 4.0614, 6.7844
Si, 1.3602, 6.8054, 6.8066
Si, 4.1026, 9.5384, 6.8278
Si, 6.8065, 1.353, 6.7947
Si, 9.5378, 4.1059, 6.8428
Si, 6.8236, 6.7873, 6.8137
Si, 9.5397, 9.5021, 6.7742
Si, 0.0142, 2.7281, 8.1754
Si, 2.7118, -0.0124, 8.175
Si, -0.0247, 8.1469, 8.1596
Si, 2.7263, 5.4246, 8.1382
Si, 5.4397, 2.7096, 8.1567
Si, 8.1824, -0.0089, 8.1281
Si, 5.4485, 8.1512, 8.1681
Si, 8.1608, 5.453, 8.1903
Si, 1.3744, 4.0939, 9.5398
Si, 4.0276, 1.3965, 9.5088
Si, 1.3181, 9.5203, 9.5024
Si, 4.0453, 6.8009, 9.5153
Si, 6.7816, 4.0875, 9.5131
Si, 9.5001, 1.3799, 9.5083
Si, 6.8299, 9.5236, 9.493
Si, 9.5145, 6.7985, 9.5503
Si, -0.0213, 0.0232, 10.8476
Si, 2.6859, 2.7342, 10.9482
Si, -0.0045, 5.4368, 10.9013
Si, 2.6288, 8.1389, 10.867
Si, 5.426, 0.0279, 10.7606
Si, 8.1533, 2.7651, 10.8827
Si, 5.3808, 5.4111, 10.8631
Si, 8.1603, 8.167, 10.9002
Si, 1.2739, 1.3691, 12.2797
Si, 4.0264, 4.1162, 12.3203
Si, 1.2715, 6.8087, 12.3194
Si, 4.0305, 9.5739, 12.0536
Si, 6.6873, 1.4358, 12.1359
Si, 9.5697, 4.0619, 12.2882
Si, 6.7545, 6.7587, 12.1768
Si, 9.5336, 9.5751, 12.219
Si, -0.0725, 2.652, 13.7896
Si, 2.7533, 0.0183, 13.4918
Si, -0.0305, 8.2646, 13.7029
Si, 2.5863, 5.4126, 13.7154
Si, 5.4062, 2.7332, 13.6598
Si, 8.0569, 0.0788, 13.3929
Si, 5.2811, 8.1466, 13.3664
Si, 8.1752, 5.4503, 13.5601
Si, 1.523, 3.787, 15.1449
Si, 3.792, 1.5594, 14.9445
Si, 1.7141, 9.3741, 14.8923
Si, 3.8145, 7.0542, 14.8224
Si, 7.0657, 3.8692, 14.8836
Si, 9.0821, 1.4756, 14.948
Si, 6.7573, 9.4529, 14.541
Si, 9.0756, 7.2222, 14.8424
Si, 5.2125, -0.1585, 17.0581
Si, 16.6663, 5.8076, 17.0059
Si, -0.1683, 13.9606, 20.691
Si, 12.0242, -0.8588, 17.8223
Si, 11.558, 3.4404, 27.8133
Si, 28.9105, 12.0707, 19.2333
Si, 25.2771, -3.4456, 26.2186
Si, 20.9494, 2.5514, 25.5185
Si, 3.8859, -5.3062, 19.2001
Si, -1.7819, -0.3406, 17.5936
Si, 8.7409, -6.5245, 27.4283
Si, -13.5653, -3.1536, 17.5225
Si, 11.4672, 4.3868, 23.3287
Si, -7.6971, -8.3097, 29.1462
Si, 17.3321, 21.4618, 21.9165
Si, 20.5209, 17.0838, 19.4049
Si, -12.95, 7.3093, 27.3319
Si, 11.8567, 4.633, 18.2239
Si, 10.0952, 6.8356, 22.3402
Si, -3.8439, -13.9766, 22.465
Si, 14.4363, -2.1716, 18.8462
Si, 3.549, 5.1124, 24.341
Si, -12.3976, 6.5767, 30.3541
Si, 21.1573, -0.3581, 24.8489
Si, 0.6568, -2.0994, 26.9281
Si, -4.7732, 9.1459, 26.9787
Si, 22.6859, -1.4382, 22.4535
Si, 26.2796, 10.7965, 29.1815
Si, 18.2968, -11.9784, 24.4825
Si, 5.4014, -5.6875, 21.8508
Si, 1.6597, -12.3265, 29.8499
Si, 14.1201, 4.7586, 27.1888
Si, 1.2326, 0.4551, 20.36
Si, -3.5899, -6.5534, 30.1009
Si, 14.3662, -0.631, 21.6032
Si, 18.7073, 3.8769, 20.305
O, 9.087, -2.9955, -0.7852
O, -4.0901, -10.1841, -11.2591
O, 7.2142, 10.9072, -8.6869
O, -17.5397, -5.7086, -11.2714
O, -5.0531, 4.8205, -1.3622
O, 4.8022, 19.2623, -5.5755
O, 0.7256, 10.4683, -1.2796
O, 8.7814, 3.3039, -5.7985
O, 10.2037, -2.9995, -5.3052
O, 6.0388, -10.2283, -13.8205
O, 1.5138, -10.4669, -13.2384
O, 15.9861, -16.72, -13.7307
O, 14.4678, -4.1977, -7.223
O, 9.2414, 7.057, -3.1409
O, 9.6372, 1.2542, -0.5087
O, -0.0593, 5.8677, 18.3715
O, 6.7681, 7.0059, 17.4578
O, 6.1086, -0.7098, 15.8445
O, 4.1853, 0.8847, 16.3822
O, 2.7501, 8.1854, 15.369
O, 4.5939, 6.452, 16.1184
O, 3.3776, 2.5299, 30.7536
O, 23.8361, 19.0808, 26.3565
O, 9.3911, 0.5654, 16.2811
O, 6.5543, 4.6506, 16.2128
O, 20.5019, -9.7896, 25.0387
O, 24.4815, 2.6923, 15.3964
O, 11.2015, 3.5052, 19.2044
O, 22.8014, 4.22, 16.656
O, 9.2376, 7.0172, 16.4654
O, -5.3138, -22.6784, 28.2705
O, 8.0819, 2.6927, 15.4284
O, 22.4305, 9.9202, 20.9202
O, 3.1132, 20.8946, 29.4221
O, 23.8504, -6.1348, 23.8005
O, 8.4101, -5.7719, 19.4508
O, 22.478, -7.0684, 21.8271
O, 8.8864, 7.5482, 18.9825
O, 21.6393, 14.2123, 24.3015
O, 14.7992, 7.1766, 19.0244
O, 28.6573, 19.958, 21.4651
O, 8.2862, 16.3397, 30.7172
O, -2.8375, -1.5473, 17.3774
O, 21.3425, -1.099, 18.033
O, 28.9569, 2.7946, 19.2906
O, 2.5304, -12.3594, 22.6373
O, 2.6433, 0.6957, 21.1452
O, -3.4544, -13.5921, 27.2774
O, -3.0445, -2.5922, 14.9177
O, 37.3595, 15.6407, 23.2539
O, 0.122, 1.5058, 20.7916
O, 9.1421, 3.2674, 21.0314
O, 8.988, -12.2296, 24.7423
O, 0.2952, -8.5173, 26.6735
O, -9.3168, 2.6168, 28.8928
O, 3.8209, -7.0087, 28.4112
O, 15.7565, 21.5394, 22.2903
O, -3.9297, -12.3286, 31.6312
O, 12.8886, -2.1036, 18.3763
O, -6.7876, 6.6876, 31.4905
O, -2.3029, -5.0654, 26.7321
O, -4.2081, 4.2962, 21.398
O, 4.4643, -1.4018, 17.7659
O, 4.0236, 1.322, 28.5459
O, 2.0084, -2.7043, 30.7993
O, 14.4788, -4.5715, 27.3944
O, 11.2095, -0.7405, 26.1158
O, -0.5289, -4.5563, 20.8368
O, 5.9542, 6.7021, 22.0703
O, 7.5034, -6.6712, 28.4945
O, -0.4042, -16.1102, 23.3695
O, 7.7033, 2.9078, 30.743
O, 3.7893, -1.4944, 20.2864
O, 8.5374, 7.2064, 22.4446
O, 6.7869, -2.5071, 23.9665
O, 8.5805, 0.6171, 18.7835
O, 10.1423, 4.129, 28.2806
O, 12.2783, 10.2467, 16.2478
O, 12.4963, -6.268, 27.2223
O, 10.8086, 5.9585, 30.7578
O, 11.7259, 9.0502, 28.5231
O, -4.253, -0.7007, 25.8505
O, 14.6774, 4.2847, 25.7354
O, 0.2025, -2.8462, 22.7063
O, 1.4885, 4.0989, 31.6267
O, 5.2167, 11.0885, 30.6071
O, 11.1635, -0.3901, 23.5108
O, 2.4567, -5.9107, 18.7642

Results
free energy: -134624.902 eV
free energy less fixed offsets of O -570.45, Si -639.56 eV per atom: -3.382 eV

Forces (eV/angstrom), in the order of the atoms: element, x, y, z
Si, -0.0217, 0.0174, 0.0865
Si, -0.0199, 0.0131, 0.1027
Si, 0.0067, -0.0133, 0.0839
Si, 0.023, -0.0121, 0.0826
Si, 0.0192, -0.0161, 0.1015
Si, 0.015, -0.013, 0.0786
Si, -0.0114, 0.0174, 0.0841
Si, -0.0129, 0.0077, 0.0582
Si, 0.001, -0.0035, -0.0068
Si, 0.0023, -0.0003, -0.0055
Si, 0.0011, 0.0008, -0.0027
Si, -0.0037, 0.001, -0.008
Si, 0, 0.0014, -0.0042
Si, 0.001, -0.0019, -0.0044
Si, -0.0002, 0.0005, -0.001
Si, 0.0019, -0.0005, 0.0003
Si, -0.0003, 0.0006, 0.0009
Si, -0.0008, 0.0005, 0.0018
Si, 0.0004, 0.0018, 0.0017
Si, 0.0006, 0.0016, 0.0003
Si, 0.0011, 0.0007, 0.0018
Si, 0.0013, 0.0007, 0.0015
Si, 0.0012, -0.0019, -0.0008
Si, -0.0018, 0, 0.0007
Si, 0.0002, 0.0005, -0.0003
Si, 0.0004, 0.0013, -0.0007
Si, 0.0001, -0.0018, 0.0001
Si, -0.0005, -0.0012, 0.0001
Si, 0.0005, -0.0011, -0.0005
Si, -0.0007, -0.0005, 0.0004
Si, 0.001, 0.0012, 0.0006
Si, 0.001, 0.0014, -0.0011
Si, 0.0001, -0.0003, -0.0007
Si, -0.0004, 0.0003, 0.0001
Si, 0.0016, -0.0013, -0.0005
Si, 0.0001, -0.0007, -0.0005
Si, 0.0011, -0.0002, -0.0008
Si, 0.0005, -0.0001, -0.0004
Si, -0.0001, 0.0003, -0.0005
Si, 0.0006, 0.001, 0.0001
Si, 0.0003, -0.0003, -0.0009
Si, 0, -0.0007, -0.001
Si, 0.0007, -0.0012, -0.0005
Si, 0.001, -0.0006, -0.0007
Si, 0.001, -0.0014, -0.0006
Si, 0.0011, -0.0001, -0.0001
Si, -0.0003, -0.0002, -0.0005
Si, 0.0005, -0.0001, -0.0007
Si, 0.0001, -0.0009, -0.0006
Si, 0.0003, -0.0008, -0.0012
Si, 0.0004, -0.0001, -0.0003
Si, 0.0011, -0.0001, 0
Si, 0.0008, -0.0005, -0.0007
Si, 0.0011, -0.0006, 0.0002
Si, 0.0009, -0.0008, -0.001
Si, 0.0008, -0.0014, -0.0003
Si, 0.0008, -0.0013, 0
Si, -0.0006, 0.0013, -0.0014
Si, 0, -0.0007, -0.0009
Si, -0.0013, -0.0012, -0.0009
Si, 0.0002, -0.0013, -0.0006
Si, 0.0001, 0.0001, -0.001
Si, 0.0005, -0.0009, -0.0006
Si, 0.0006, -0.0009, 0.0003
Si, 0.0001, -0.0004, -0.0021
Si, -0.0002, -0.0004, -0.0011
Si, 0.0008, 0, 0.0001
Si, 0.0002, -0.001, 0.0002
Si, 0.0006, 0.001, -0.0009
Si, 0.0007, 0.0009, 0
Si, 0.0001, -0.0007, -0.0005
Si, 0.001, -0.0001, -0.0001
Si, -0.0016, -0.0012, 0.0017
Si, 0.0011, 0.0026, 0.0021
Si, -0.0011, -0.002, 0.001
Si, 0, 0.0026, 0.0014
Si, -0.0024, 0, 0.0027
Si, 0.0023, -0.0006, 0.0018
Si, 0, -0.001, 0.0014
Si, 0.0017, 0.0007, 0.0031
Si, -0.0001, 0.0009, -0.006
Si, 0, 0.0011, -0.0061
Si, -0.0002, -0.0002, -0.0064
Si, -0.001, -0.0013, -0.0061
Si, -0.0002, -0.0011, -0.0066
Si, 0.0032, -0.0009, -0.0059
Si, 0.0017, -0.0007, -0.0029
Si, -0.001, 0.0022, -0.0053
Si, -0.0123, 0.012, 0.134
Si, 0.0005, -0.0146, 0.0981
Si, -0.0014, 0.0228, 0.1126
Si, 0.0158, -0.0076, 0.0938
Si, -0.0067, 0.0163, 0.0953
Si, 0.0021, -0.0302, 0.1068
Si, -0.0054, 0.0101, 0.0936
Si, -0.0078, 0.0065, 0.1082
Si, 0.0127, -0.0219, 0.2271
Si, -0.008, 0.0079, 0.2145
Si, 0.021, 0.0167, 0.2299
Si, 0.0139, 0.0123, 0.2427
Si, 0.0215, 0.0076, 0.1967
Si, -0.0047, 0.04, 0.2395
Si, -0.0048, 0.0294, 0.203
Si, -0.0256, 0.0169, 0.2556
Si, -0.0031, -0.006, 0.2202
Si, -0.0078, -0.0116, 0.2052
Si, -0.0415, 0.0264, 0.2231
Si, 0.005, 0.008, 0.2038
Si, 0.0194, -0.0318, 0.2718
Si, 0.0218, -0.0454, 0.2053
Si, 0.0286, -0.0534, 0.2458
Si, 0.012, -0.0397, 0.2239
Si, 0.0188, -0.0402, 0.2109
Si, -0.0284, 0.0093, 0.2531
Si, 0.0044, 0.0137, 0.2347
Si, 0.0036, 0.0296, 0.2027
Si, -0.0019, -0.0001, 0.2232
Si, -0.02, 0.0318, 0.2766
Si, 0.0164, 0.0096, 0.2044
Si, -0.0025, 0.0136, 0.2475
Si, 0.0009, -0.0328, 0.2439
Si, -0.0208, -0.0036, 0.2506
Si, -0.0476, 0.0132, 0.2371
Si, -0.0233, 0.0307, 0.2104
Si, 0.0166, 0.0031, 0.2628
Si, -0.01, 0.0253, 0.26
Si, 0.0059, 0.009, 0.2266
Si, -0.0188, -0.0395, 0.2288
Si, -0.0108, -0.0151, 0.2223
Si, -0.0301, -0.0148, 0.2012
Si, -0.0053, 0.0088, 0.217
Si, -0.0082, 0.0084, 0.1883
O, 0.0241, -0.0478, -0.0991
O, 0.0254, 0.0583, -0.1659
O, -0.0401, 0.0269, -0.155
O, -0.0489, 0.0127, -0.1671
O, 0.0367, -0.0286, -0.0919
O, -0.0191, -0.0189, -0.0795
O, 0.045, -0.0429, -0.1096
O, 0.0324, -0.0503, -0.1234
O, 0.0212, 0.024, -0.0799
O, -0.0533, -0.0372, -0.133
O, -0.0014, -0.03, -0.1502
O, 0.0448, 0.0087, -0.1302
O, 0.0055, -0.0509, -0.1341
O, -0.0196, 0.0269, -0.1649
O, 0.0025, 0.0005, -0.0394
O, 0.0329, -0.0074, -0.0902
O, -0.0134, -0.0147, -0.0731
O, 0.0359, -0.0295, -0.1237
O, -0.0297, 0.0442, -0.1132
O, -0.001, -0.0053, -0.0577
O, -0.0452, 0.0285, -0.1172
O, 0.0115, -0.0099, -0.1529
O, 0.0308, -0.0141, -0.0813
O, 0.0018, 0.0619, -0.1497
O, 0.0308, -0.0477, -0.1118
O, 0.0002, -0.0371, -0.0817
O, 0.0035, -0.001, -0.0522
O, 0.0359, 0.0435, -0.1446
O, 0.0232, -0.0345, -0.1937
O, 0.0266, -0.0145, -0.1386
O, 0.0555, -0.0591, -0.1415
O, 0, 0.0049, -0.0513
O, 0.01, 0.0424, -0.1363
O, 0.0208, 0.0071, -0.0759
O, -0.0523, -0.01, -0.1018
O, 0.0134, 0.0343, -0.082
O, -0.0296, -0.0436, -0.1753
O, -0.0349, 0.0371, -0.1207
O, 0.0505, 0.0659, -0.1666
O, 0.0036, 0.0062, -0.0752
O, -0.0098, 0.0234, -0.0958
O, 0.0018, 0.0007, -0.072
O, -0.0064, -0.0085, -0.066
O, -0.0122, 0.0016, -0.0744
O, -0.0129, -0.038, -0.0878
O, 0.0313, 0.0205, -0.0969
O, -0.0219, 0.0131, -0.084
O, -0.0248, 0.0293, -0.0778
O, -0.0096, 0.0094, -0.0611
O, 0.0721, -0.0037, -0.1695
O, 0.0052, -0.0053, -0.0749
O, -0.0234, 0.005, -0.0779
O, -0.0229, 0.0002, -0.0881
O, -0.0393, -0.0282, -0.1329
O, -0.0476, 0.0285, -0.095
O, -0.0076, 0.061, -0.1147
O, -0.0259, 0.0009, -0.0827
O, -0.0043, 0.0037, -0.0435
O, -0.0256, 0.0123, -0.0865
O, -0.0021, -0.0004, -0.0409
O, 0.0004, 0.0053, -0.0818
O, 0.0446, -0.0272, -0.1003
O, 0.04, 0.0475, -0.1143
O, 0.0005, 0.0095, -0.068
O, -0.031, 0.0359, -0.1076
O, 0.0005, 0.0228, -0.0941
O, -0.0402, 0.0521, -0.1383
O, -0.0147, -0.0227, -0.1801
O, -0.0147, -0.0328, -0.0801
O, 0.0518, 0.0001, -0.1504
O, -0.0208, 0.0389, -0.1024
O, -0.0219, 0.0426, -0.0963
O, 0.002, -0.0516, -0.1666
O, 0.0181, -0.0116, -0.0741
O, -0.0057, -0.0411, -0.1407
O, 0.0348, -0.0367, -0.1059
O, 0.0072, -0.0142, -0.0867
O, 0.0153, -0.019, -0.1639
O, 0.0223, 0.0218, -0.0791
O, -0.031, 0.0251, -0.0955
O, -0.0372, -0.0233, -0.1797
O, 0.0452, 0.0188, -0.163
O, 0.0136, 0.0159, -0.1717
O, -0.0027, -0.0099, -0.0828
O, 0.0052, -0.0049, -0.0507
O, -0.0376, 0.0051, -0.1452
O, 0.0639, -0.0352, -0.1649
O, -0.0267, -0.0071, -0.0819

The program warned: the cutoff lies below the one the program advises for these potential files; the forces do not sum to zero within the program's tolerance; empty levels may hold ghost states of the PAW files; the exchange-correlation potential is rough where the density is thin.
